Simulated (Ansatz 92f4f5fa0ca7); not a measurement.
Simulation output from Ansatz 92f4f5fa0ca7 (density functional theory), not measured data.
Periodic cell of 226 atoms, Si134O92, from a study of silicon, its oxide and their interface. The atomic structure is a simulated model.
Doubt: the cutoff is far below the 930 eV that the study's wrapper takes by default for these files, so forces and energies are approximate.
This geometry differs little from another in the collection (a relaxation step or a small displacement).

Settings
functional: PBE
potential files: Ansatz PAW
basis: plane waves
wave-function cutoff: 580 eV
density cutoff ratio: 5
exchange-correlation grid ratio: 1
k mesh: 1 x 1 x 1, Gamma-centred
self-consistency stop: 5e-08 eV per atom in the density residual
occupations: fixed
spin: none
net charge: 0

Cell vectors (angstrom)
a  10.938  0  0
b  0  10.938  0
c  0  0  32.8631

Atoms and the computed forces on them: element, x, y, z (angstrom), force x, y, z (eV/angstrom)
Si  0.0895  -0.1777  25.3539  -0.0098  0.0194  0.0324
Si  5.8493  -0.1944  25.3979  -0.0097  0.004  -0.0075
Si  2.5731  3.0145  25.4166  0.0254  -0.0247  0.0233
Si  7.9536  2.9138  25.3613  0.0036  -0.0066  -0.0037
Si  0.2404  5.1283  25.5535  -0.0062  0.0188  0.0048
Si  5.6294  5.1154  25.4028  -0.0082  0.0251  0.0214
Si  2.5396  8.6851  25.3094  0.006  -0.0126  -0.0086
Si  8.0679  8.4545  25.3287  0.0127  -0.0391  0.0375
Si  1.3586  1.3763  26.6342  -0.0021  -0.0056  -0.0079
Si  6.8979  1.3627  26.7791  -0.003  0.0045  0.0084
Si  4.1108  4.0757  26.8398  -0.0032  -0.0003  -0.0099
Si  9.5649  4.0046  26.788  -0.0117  0.0039  0.0099
Si  1.4501  6.8888  26.5746  -0.0066  -0.0011  0.0075
Si  6.8371  6.8208  26.5691  0.0031  0.0009  -0.0046
Si  4.1557  9.652  26.7081  0.0112  -0.0069  0.012
Si  9.5609  9.5747  26.7592  0.0084  -0.0052  -0.0045
Si  2.7396  0.0406  28.0612  -0.0052  0.0053  0.0131
Si  8.2369  0.0017  28.1286  0.004  0.0008  0.0159
Si  0.0127  2.6698  28.1036  0.0044  -0.0056  0.0149
Si  5.4787  2.687  28.1269  -0.0021  -0.0034  0.0145
Si  2.7357  5.5227  28.0754  0.0018  -0.0016  0.0063
Si  8.198  5.4839  28.0456  -0.0037  0.0051  0.0015
Si  0.0307  8.1712  28.0451  -0.0008  0.0045  0.0027
Si  5.4762  8.1735  28.0307  0.0008  0.0029  -0.0022
Si  4.1018  1.3673  29.4449  -0.1449  -0.0964  0.3842
Si  9.5708  1.3673  29.4449  0.2187  -0.181  0.5935
Si  1.3673  4.1018  29.4449  -0.0551  0.1248  -0.1855
Si  6.8362  4.1018  29.4449  0.0482  0.1053  -0.0651
Si  4.1018  6.8362  29.4449  0.1238  0.1666  0.0736
Si  9.5708  6.8362  29.4449  0.078  -0.0762  -0.1819
Si  1.3673  9.5708  29.4449  0.0821  0.0023  -0.284
Si  6.8362  9.5708  29.4449  -0.1052  -0.1775  -0.1277
Si  0  0  30.8121  -0.0725  0.016  0.0207
Si  5.469  0  30.8121  -0.1357  -0.075  0.0064
Si  2.7345  2.7345  30.8121  0.1026  0.0347  -0.0054
Si  8.2035  2.7345  30.8121  0.0609  0.0922  -0.0233
Si  0  5.469  30.8121  -0.0548  -0.0529  -0.0115
Si  5.469  5.469  30.8121  -0.0104  -0.0239  -0.0321
Si  2.7345  8.2035  30.8121  0.0763  0.0709  -0.0283
Si  8.2035  8.2035  30.8121  0.0113  0.0443  -0.0229
Si  1.3673  1.3673  32.1794  -0.0245  0.0035  -0.0227
Si  6.8362  1.3673  32.1794  0.0337  0.0232  -0.0534
Si  4.1018  4.1018  32.1794  -0.01  0.0297  -0.0042
Si  9.5708  4.1018  32.1794  -0.0255  -0.0542  -0.0035
Si  1.3673  6.8362  32.1794  0.0144  0.0049  -0.0406
Si  6.8362  6.8362  32.1794  -0.0168  -0.0483  -0.0169
Si  4.1018  9.5708  32.1794  0.0253  -0.0138  -0.0015
Si  9.5708  9.5708  32.1794  0.0559  -0.0102  0.0023
Si  2.7345  0  0.6835  0.0457  -0.0017  0.0188
Si  8.2035  0  0.6835  -0.0491  0.0266  0.0168
Si  0  2.7345  0.6835  0.0361  0.0517  0
Si  5.469  2.7345  0.6835  -0.0212  -0.0144  0.0097
Si  2.7345  5.469  0.6835  -0.016  0.0116  0.0209
Si  8.2035  5.469  0.6835  0.032  0.0029  0.0256
Si  0  8.2035  0.6835  -0.0058  -0.0505  0.0175
Si  5.469  8.2035  0.6835  -0.0455  0.0728  0.0109
Si  4.1018  1.3673  2.0507  0.0449  0.0962  0.0578
Si  9.5708  1.3673  2.0507  0.009  0.0178  0.0208
Si  1.3673  4.1018  2.0507  -0.0961  -0.1543  -0.0722
Si  6.8362  4.1018  2.0507  0.0027  0.0393  0.0321
Si  4.1018  6.8362  2.0507  0.0704  -0.0597  -0.0226
Si  9.5708  6.8362  2.0507  0.0328  0.0542  0.0351
Si  1.3673  9.5708  2.0507  -0.0038  0.0409  0.0149
Si  6.8362  9.5708  2.0507  0.0232  -0.0518  -0.03
Si  0  0  3.418  0.0033  -0.311  0.3543
Si  5.469  0  3.418  0.1095  -0.0786  0.2293
Si  2.7345  2.7345  3.418  -0.4745  -0.1335  -0.6421
Si  8.2035  2.7345  3.418  0.1653  -0.0338  0.1935
Si  0  5.469  3.418  -0.0354  -0.2428  -0.1072
Si  5.469  5.469  3.418  0.0065  0.3301  -0.4842
Si  2.7345  8.2035  3.418  -0.2388  0.0847  0.4525
Si  8.2035  8.2035  3.418  0.1523  0.3346  -0.3822
Si  1.3799  1.3702  4.7889  0.0017  0.009  -0.0067
Si  6.8966  1.3272  4.806  0.0032  0.0008  -0.0067
Si  4.0256  4.1581  4.6623  -0.0077  -0.0083  -0.0182
Si  9.5809  4.1111  4.8099  -0.0097  0.0056  0.0071
Si  1.3069  6.8241  4.8091  0.0061  -0.0027  -0.0114
Si  6.824  6.9014  4.7206  0.0079  0.0118  -0.0002
Si  4.0943  9.5929  4.8293  -0.0053  0.0007  -0.0035
Si  9.5587  9.5349  4.8509  -0.0021  0.0035  0.0071
Si  2.8056  0.1045  6.213  0.0061  -0.0091  0.0002
Si  8.3306  0.0484  6.3048  -0.0019  -0.0049  0.0003
Si  0.0783  2.7807  6.1782  -0.0043  0.0041  0.0038
Si  5.3961  2.7725  5.8821  0.0063  0.0042  0.0108
Si  2.785  5.5329  6.1113  -0.0012  0.0058  -0.0005
Si  8.1539  5.5368  6.0658  0.0109  -0.0164  -0.0098
Si  -0.2167  7.9533  6.2719  0.0583  0.0489  0.0663
Si  5.5935  8.3287  6.1456  -0.002  -0.0047  0.0095
Si  4.0098  1.7198  7.4032  0.0197  0.0001  -0.0199
Si  9.9645  1.2567  7.6378  0.011  -0.0045  -0.0047
Si  1.7458  3.8968  7.4302  -0.0115  0.011  -0.0061
Si  6.4701  4.3665  7.109  0.007  -0.0057  -0.0082
Si  4.4499  6.6851  7.3188  -0.0176  0.0262  -0.015
Si  9.0521  6.9082  7.7617  0.0035  0.0085  0.007
Si  1.4311  10.1488  7.8906  -0.0482  -0.0522  -0.0092
Si  7.1012  9.4734  7.656  -0.0044  0.0036  -0.0261
O  5.4732  5.4796  7.86  0.0089  -0.0168  0.0152
O  0.2008  0.2484  8.2703  0.014  -0.0194  -0.0115
O  2.8577  2.7832  7.9164  0.0045  -0.0046  0.0066
O  8.0759  8.2223  8.1456  0.0027  0.0046  0.0147
O  1.2366  9.6405  24.9483  0.0174  -0.0165  -0.0116
O  6.8031  4.0352  24.9245  0.0101  -0.0083  -0.0067
O  6.9336  9.5884  24.8509  -0.0229  0.0234  -0.0099
O  1.4096  4.1074  24.9531  -0.0107  0.0159  -0.0175
O  6.5364  10.2296  9.0304  0.0005  0.0015  0.0053
O  1.1426  4.4695  8.8437  -0.005  -0.0053  0.006
O  2.2365  9.5979  9.241  -0.0102  -0.0013  -0.0088
O  7.1187  3.3045  8.1628  -0.0031  -0.0026  -0.0031
O  11.7599  8.7926  7.2377  -0.0421  0.0195  -0.0306
O  4.7525  1.2004  8.7658  -0.0034  0.0018  0.0081
O  3.8666  7.5397  8.5887  0.0116  0.003  0.0082
O  9.3005  2.0177  8.9519  -0.0048  0.0023  0.0063
O  5.3881  0.6923  24.0805  0.0034  0.0022  0.0072
O  8.4149  2.1661  23.9607  -0.0027  0.0032  0.0096
O  10.1252  5.531  24.3556  0.001  -0.0036  0.001
O  4.648  5.4747  24.1216  -0.0006  -0.0013  -0.0026
O  8.975  7.9284  24.024  0.0045  0.0007  -0.0073
O  3.4117  2.5612  24.0664  0.0003  -0.0007  0.0022
O  2.7384  6.3168  22.4156  -0.0019  0  0.0004
O  10.2925  0.3129  23.9542  -0.0041  0.003  -0.0008
Si  0.497  13.8737  15.0352  0.0007  0.0053  -0.0036
Si  4.7126  0.3864  15.4924  -0.0005  0.004  -0.0002
Si  5.8087  8.3769  21.3783  -0.0039  -0.0027  0.0008
Si  -1.3285  5.2974  14.6587  -0.0025  -0.0043  0.0045
Si  6.9003  3.7707  15.3706  0.003  0.0002  0.001
Si  5.4231  5.9706  13.841  -0.0001  -0.0009  -0.0009
Si  11.4612  7.4035  19.1308  -0.0035  -0.0001  -0.0067
Si  4.2341  1.4477  23.2039  -0.0072  0.0046  -0.0024
Si  0.1159  0.1537  14.0723  0.0015  0.0047  0.0012
Si  -1.5693  1.2649  22.9886  0.0027  -0.0042  -0.0038
Si  10.0943  -9.933  16.7862  -0.0031  0.0033  -0.0087
Si  7.9591  2.8199  9.4456  0.0032  -0.0062  0.006
Si  12.0389  5.5834  10.0154  0.012  0.0052  0.0066
Si  9.0538  5.7231  10.0076  -0.0062  -0.0027  0.0024
Si  -9.4289  8.4591  14.0215  -0.0042  0.001  -0.0034
Si  3.2732  9.6442  22.5333  -0.0013  0.0078  0.0049
Si  8.0693  4.9391  21.1777  -0.0002  0.0064  0.0025
Si  2.798  6.609  12.08  -0.001  -0.0009  -0.0007
Si  10.674  -3.4037  16.4386  -0.004  -0.0004  -0.0078
Si  5.3661  4.0505  18.0328  -0.003  -0.0038  -0.0156
Si  8.8139  8.3229  18.5147  0.0016  0.0032  -0.0091
Si  15.4733  8.5823  14.6171  -0.0017  0.0028  0.0024
Si  2.681  8.0501  9.5722  -0.0024  0.0123  -0.0045
Si  10.7499  3.453  21.1457  0.0056  -0.0077  -0.0003
Si  0.9577  12.399  19.1441  0.0014  -0.0014  -0.0142
Si  5.501  3.4622  21.1223  -0.0091  -0.0065  -0.0068
Si  5.4948  10.6608  12.6426  0.0018  0.0088  -0.0045
Si  -2.3182  9.8912  21.0751  0.0024  0.0055  -0.0036
Si  12.2117  6.0464  21.7318  0.0029  0.0082  0.0076
Si  7.3922  0.9017  15.7916  -0.0023  0.0013  -0.0018
Si  0.8021  9.8143  20.7388  -0.0029  -0.0022  -0.0041
Si  2.8836  2.4755  16.8452  0.0028  0.0008  -0.0091
Si  8.2441  10.1069  13.4171  0.001  -0.0014  0.002
Si  -2.7909  6.9767  12.5888  0.0026  -0.002  -0.0025
Si  9.6503  6.6358  23.2712  -0.0029  0.0042  0.0003
Si  4.3303  5.9294  22.5899  -0.0025  -0.0014  0.0104
Si  5.8558  0.5937  9.7921  0.0113  -0.006  0.0066
Si  6.4222  -4.2498  19.0229  -0.002  -0.0013  -0.0106
O  11.438  2.8648  19.8036  0.0024  -0.0022  0.0024
O  -0.2094  11.7004  18.2483  0.0056  0.0032  0.0135
O  10.3692  2.2673  22.1869  0.0016  0.0036  0.0017
O  3.3762  8.6773  23.8641  -0.0033  0.0038  0.0056
O  5.5114  14.2264  19.4848  0.0006  0.0013  0.007
O  1.2443  10.0163  13.5506  0.0015  -0.0004  -0.0007
O  8.3525  4.2179  10.2195  0.0037  0.0066  0.0005
O  7.0249  3.7673  21.651  0.0013  -0.0008  0.0056
O  0.358  -2.7478  15.1123  -0.0019  -0.0035  0.007
O  9.424  4.2416  20.6252  0.0003  -0.0001  0.003
O  3.1358  0.3047  22.8282  0.0022  -0.003  0.0026
O  4.9627  0.6889  13.8778  -0.0022  0.0001  0.0014
O  3.285  7.8264  11.0793  0.0031  -0.0023  0.0065
O  -4.2454  6.3092  12.8877  -0.0037  0.0005  0.0034
O  8.3221  6.8435  10.9664  0.0007  0.0003  -0.0015
O  5.4394  7.1134  22.3498  0.0024  0.0034  0.0009
O  12.3105  7.074  9.3892  -0.0095  0.0023  -0.0066
O  10.3956  -8.4294  16.2259  -0.0013  -0.0011  0.0072
O  -3.6146  2.2608  14.8641  -0.0003  0.0024  0.0035
O  4.9147  2.1369  21.8827  0.0062  0.0083  -0.0035
O  -2.4494  0.9144  16.9805  0.0004  0.0003  0.0079
O  7.7052  -0.4528  14.9196  -0.0021  0.0002  -0.0011
O  -0.2303  10.9043  15.6734  -0.0008  -0.0013  0.0068
O  4.6521  -1.4441  21.658  0.0069  -0.002  0.0003
O  2.9531  -2.646  14.702  0.0057  -0.0019  0.0035
O  -1.115  7.3195  19.3692  -0.0002  -0.0008  0.0071
O  -5.9248  9.159  13.1384  -0.0014  -0.0053  0.001
O  -0.3869  5.527  10.6296  -0.0173  0.0006  0.0026
O  9.7004  -0.1311  13.1866  -0.0051  -0.0024  0.0001
O  8.4769  0.3976  21.8806  -0.0024  -0.0065  -0.0027
O  -3.8181  10.7337  12.4273  0.001  -0.0002  0.0005
O  -2.7218  15.5624  15.0771  0.0021  0.0038  0.0017
O  8.2826  8.5054  13.1454  -0.0007  0.0064  0.0009
O  -3.5995  5.7772  20.0083  -0.0041  0.0036  0.0023
O  1.8994  3.2655  15.8032  -0.0013  -0.0006  0.0055
O  7.4565  7.5242  18.0737  0  -0.0013  0.0062
O  1.9009  9.2251  21.7781  -0.0024  -0.0005  0.0038
O  16.2581  7.1899  14.9458  -0.0003  -0.0002  -0.0008
O  5.9242  0.8581  16.4747  -0.002  0.0016  0.003
O  6.9769  1.7414  10.209  -0.0022  -0.0014  -0.0012
O  5.3963  5.6878  18.2394  0.0021  0.003  0.0092
O  3.4062  1.1889  15.9808  -0.0016  0.0062  0.0061
O  5.6019  7.8296  19.8514  0.0001  0.0003  0.0056
O  0.8654  4.4692  21.8726  -0.0027  0.0001  0.003
O  -6.2146  9.7185  15.7538  0.0006  -0.0018  -0.0018
O  10.8296  4.2611  14.3205  -0.004  0.0009  0.0067
O  1.52  18.2246  12.8812  -0.0036  0.0033  0.003
O  2.2075  5.3519  11.2021  0.0042  -0.0001  0.0037
O  4.5543  4.738  21.498  0.004  -0.0034  -0.0004
O  9.3584  17.1029  13.3142  -0.0028  0.0003  0.0027
O  0.6304  12.6485  13.9298  -0.001  0.0008  0.0016
O  14.9599  6.0075  12.979  0.0059  0.0002  0.0019
O  8.4651  5.9595  22.3831  -0.0016  -0.0039  0.0024
O  9.6182  8.6131  17.1118  0.0014  -0.0006  0.0078
O  11.7893  7.0964  17.5613  0.0026  -0.0012  0.0087
O  6.5728  3.7033  16.9776  -0.0008  0.003  0.0036
O  2.2144  12.7554  18.1799  -0.0058  -0.0004  0.0088
O  12.1639  11.3476  20.3619  -0.0006  0.003  0.0042
O  9.9444  -4.7646  15.9785  0.0017  0.0008  0.0005
O  11.0218  6.9682  22.421  0.0048  -0.0038  0.0005
O  5.6555  4.5076  14.5605  -0.0004  0.0039  0.0022
O  3.9834  3.5677  17.323  -0.0002  -0.002  0.0098
O  -0.711  9.5891  21.3584  0.0036  -0.0012  0.0056
O  7.3446  8.9593  21.6178  -0.0028  -0.001  0.0065
O  5.0072  0.1464  11.1403  -0.0034  -0.0025  0.0127
O  12.2564  6.4047  20.1319  0.0003  -0.0011  0.0018
O  0.9662  -1.9858  19.3698  0.0007  0.0016  0.0051
O  8.4966  -1.2654  19.4242  -0.0001  -0.0014  0.0049

Results
free energy: -137508.432 eV
free energy less fixed offsets of O -568.88, Si -635.61 eV per atom: 0.268 eV

The program warned: the cutoff lies below the one the program advises for these potential files; the forces do not sum to zero within the program's tolerance; the exchange-correlation potential is rough where the density is thin.
